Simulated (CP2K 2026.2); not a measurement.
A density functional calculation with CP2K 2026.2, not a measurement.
Periodic cell of 506 atoms, Si360O146, from a study of silicon, its oxide and their interface. The atomic structure is a simulated model.
Doubt: the forces sum to 2.62 eV/angstrom along one axis rather than to zero, so they err by at least 0.0052 eV/angstrom per atom on average; the grid cutoff is modest.

Settings: functional PBE; method Gaussian and plane waves; basis set DZVP-MOLOPT-SR-GTH; pseudopotentials GTH-PBE; grid cutoff 350 Ry, relative cutoff 50 Ry; k points Gamma only; occupations fixed; spin none; net charge 0.

Cell vectors (angstrom)
a 16.32 0 0
b 0 16.32 0
c -0.2075 -1.5398 33.9877

Atoms and the computed forces on them: element, x, y, z (angstrom), force x, y, z (eV/angstrom)
Si 10.181 11.685 30.684 0.472 0.536 -0.279
Si 15.401 14.799 32.143 -0.091 -0.059 -0.019
Si 13.005 2.567 1.28 -0.182 -0.233 0.561
Si 0.292 5.374 0.398 0.006 0.113 0.042
Si 14.934 10.418 0.222 -0.247 0.246 0.452
Si 2.045 11.31 30.418 -0.019 -0.099 0.106
Si 2.237 11.588 33.19 -0.184 -0.17 0.49
Si 4.766 14.223 30.917 0.008 -0.013 0.064
Si 3.628 3.463 1.495 0.202 -0.144 0.633
Si 6.795 4.444 32.965 0.033 -0.03 0.118
Si 2.771 3.693 33.133 0.026 -0.024 -0.022
Si 6.773 9.994 32.934 0.177 -0.206 -0.033
Si 8.413 12.569 33.142 0.252 0.179 0.511
Si 11.304 1.209 0.22 -0.386 0.15 0.435
Si 9.515 2.978 33.254 -0.11 -0.482 0.694
Si 12.509 5.705 33.791 0.294 0.442 0.205
Si 9.18 8.112 33.664 0.059 0.052 0.861
Si 13.108 12.125 0.14 0.017 -0.39 0.398
Si 15.605 16.187 1.156 -0.355 0.318 0.456
Si 1.881 14.014 31.528 -0.004 0.004 0.063
Si 3.202 3.608 30.02 0.547 0.393 -0.089
Si 4.255 7.361 0.938 -0.481 0.067 0.316
Si 0.37 11.013 1.711 0.055 -0.017 -0.13
Si 2.027 12.738 1.451 -0.002 0.028 0.091
Si 6.28 0.548 1.535 0.029 0.04 0.62
Si 8.019 2.17 1.782 0.102 -0.014 -0.05
Si 5.625 4.834 1.377 0.008 -0.43 0.315
Si 8.075 8.142 1.064 0.254 0.264 0.304
Si 5.245 10.271 1.301 -0.036 0.145 0.739
Si 8.97 14.307 1.45 -0.01 -0.093 0.085
Si 10.661 15.925 1.772 0.027 -0.02 -0.105
Si 13.895 2.953 33.093 -0.107 -0.116 0.044
Si 10.658 5.573 1.215 -0.217 -0.528 0.263
Si 13.813 8.626 1.313 -0.014 0.049 -0.003
Si 11.034 11.016 0.988 -0.04 -0.035 -0.003
Si 13.834 13.642 1.747 -0.26 -0.359 0.215
Si 14.692 1.434 2.61 0.05 -0.015 -0.076
Si 1.614 3.916 2.741 0.403 -0.147 0.46
Si 15.015 7.055 2.543 -0.354 0.115 0.453
Si 1.507 9.351 3.05 0.074 0.03 0.056
Si 15.118 12.19 3.048 -0.032 -0.041 0.073
Si 1.474 14.732 2.679 0.262 -0.382 0.286
Si 4.316 1.403 2.529 -0.083 0 -0.21
Si 7.002 3.905 2.926 0.039 -0.009 0.078
Si 3.177 7.585 2.917 -0.087 -0.052 0.121
Si 6.818 9.375 2.702 0.001 -0.039 0.047
Si 3.982 11.933 2.549 0.035 -0.035 -0.082
Si 7.036 14.983 2.695 -0.012 -0.002 -0.105
Si 9.606 1.191 3.121 0.051 0.032 0.058
Si 12.085 4.226 2.61 0.004 0.062 -0.048
Si 9.306 6.808 2.625 -0.036 0.088 -0.043
Si 12.161 9.647 2.593 -0.017 0.005 0.035
Si 9.702 12.314 2.524 -0.054 -0.002 -0.039
Si 12.302 14.855 2.992 -0.034 0.043 0.13
Si 13.585 0.073 4.178 -0.015 0.003 0.041
Si 0.036 2.602 3.957 -0.045 0.03 -0.03
Si 13.667 5.504 3.85 0.02 -0.005 -0.028
Si 16.242 8.147 4.221 0.019 0.024 0.021
Si 13.521 10.87 4.133 -0.054 -0.041 0.007
Si 0.058 13.688 4.274 0.095 0.027 -0.051
Si 2.889 -0.07 3.871 -0.042 0.039 -0.012
Si 5.433 2.697 4.171 -0.023 0.112 -0.002
Si 2.536 5.606 4.089 0.039 0.005 -0.037
Si 5.263 8.213 4.092 -0.097 -0.052 -0.078
Si 2.763 10.883 4.272 -0.025 -0.007 0.017
Si 5.472 13.492 3.802 -0.011 -0.016 -0.03
Si 8.144 -0.093 4.366 0.038 -0.06 -0.058
Si 10.901 2.825 4.149 -0.003 0.018 -0.004
Si 8.135 5.49 4.159 0.018 0.064 0.002
Si 10.824 8.172 3.901 0.057 -0.041 0.001
Si 8.223 10.902 3.875 0.046 0.046 -0.061
Si 10.896 13.481 4.214 -0.041 0.008 -0.032
Si 14.964 15.037 5.53 -0.08 0.032 0.021
Si 1.42 1.241 5.299 -0.021 -0.031 0.011
Si 15.002 4.085 5.281 0.012 0.003 -0.001
Si 1.254 6.811 5.595 0.027 0.028 0.087
Si 14.878 9.527 5.498 -0.026 0.054 -0.004
Si 1.403 12.287 5.559 0.036 -0.026 -0.015
Si 4.191 14.901 5.295 0.021 -0.019 -0.01
Si 6.763 1.351 5.569 -0.015 0.023 0.02
Si 4.018 4.171 5.37 -0.006 0.005 0.009
Si 6.652 6.805 5.417 -0.028 0.009 -0.024
Si 4.127 9.568 5.607 -0.013 -0.006 -0.008
Si 6.829 12.217 5.293 -0.027 -0.023 -0.007
Si 9.552 14.862 5.583 -0.016 -0.009 0.02
Si 12.24 1.436 5.51 -0.006 -0.012 -0.006
Si 9.51 4.139 5.499 0.046 0.011 0.019
Si 12.258 6.826 5.281 0.023 0.011 -0.012
Si 9.522 9.538 5.328 -0.018 -0.012 -0.036
Si 12.252 12.198 5.568 0.014 -0.03 0.03
Si 0.074 0.024 6.818 0.034 -0.017 0.019
Si 2.684 2.714 6.692 0.005 -0.014 -0.045
Si 16.247 5.383 6.837 -0.034 -0.021 -0.013
Si 2.702 8.174 6.865 -0.007 -0.02 -0.029
Si -0.016 10.887 6.822 -0.014 0.009 -0.021
Si 2.817 13.649 6.8 -0.009 0.008 0.01
Si 5.417 -0.066 6.82 0.001 -0.025 -0.008
Si 8.154 2.748 6.839 0.012 0.008 0.009
Si 5.384 5.433 6.819 -0.012 0.009 0.009
Si 8.12 8.184 6.701 -0.024 0.01 -0.029
Si 5.528 10.94 6.83 0.016 0.025 -0.007
Si 8.127 13.515 6.821 0.001 -0.009 -0.008
Si 10.896 0.011 6.837 -0.017 0.026 0.008
Si 13.664 2.784 6.77 0.004 -0.006 -0.011
Si 10.933 5.495 6.758 0.008 -0.005 0.009
Si 13.546 8.126 6.802 -0.049 0.013 -0.016
Si 10.851 10.815 6.826 0.002 0.014 0.008
Si 13.612 13.622 6.848 -0.001 0.003 0.001
Si 14.945 1.35 13.609 -0.006 -0.013 -0.004
Si 1.345 4.075 13.62 0.012 -0.004 0
Si 14.941 6.792 13.6 -0.006 -0.005 -0.011
Si 1.373 9.53 13.592 -0.015 -0.006 0.013
Si 14.963 12.25 13.582 -0.013 0.005 -0.002
Si 1.37 14.947 13.602 0.01 -0.017 0
Si 4.085 1.376 13.61 -0.013 0.011 -0.001
Si 6.814 4.08 13.584 0.022 -0.015 -0.008
Si 4.077 6.811 13.584 -0.003 -0.002 0.001
Si 6.781 9.509 13.615 0.006 -0.003 -0.001
Si 4.075 12.237 13.614 0.008 -0.002 -0.004
Si 6.811 14.965 13.607 0.005 0.002 0
Si 9.534 1.382 13.591 -0.003 -0.001 -0.008
Si 12.208 4.055 13.605 -0.009 0.013 -0.005
Si 9.494 6.791 13.623 -0.023 0.004 0
Si 12.245 9.502 13.607 0.034 -0.008 -0.001
Si 9.517 12.254 13.591 0.006 0.018 0.001
Si 12.267 14.98 13.589 0.007 -0.02 -0.003
Si 13.61 0 15.003 0.009 0.017 0.009
Si -0.03 2.704 14.971 -0.007 0.007 -0.003
Si 13.566 5.417 14.939 0.006 -0.001 -0.018
Si -0.003 8.168 14.927 -0.007 -0.016 -0.014
Si 13.615 10.874 14.938 -0.016 -0.006 -0.006
Si 0.006 13.592 14.958 -0.005 -0.002 0.006
Si 2.725 -0.003 14.947 0.019 0.022 -0.008
Si 5.461 2.735 14.955 -0.011 -0.013 -0.017
Si 2.727 5.447 14.944 -0.02 0.004 -0.001
Si 5.418 8.158 14.985 0.02 0.011 0.005
Si 2.725 10.878 14.993 0.014 0.028 0.003
Si 5.441 13.602 14.957 -0.001 0.003 -0.012
Si 8.188 0.013 14.945 -0.017 -0.009 -0.013
Si 10.871 2.716 15.016 0.012 0.005 0.012
Si 8.151 5.42 14.99 -0.014 -0.002 0.001
Si 10.868 8.15 14.963 0.011 0.01 -0.002
Si 8.145 10.895 14.936 -0.002 0 -0.015
Si 10.897 13.618 14.923 -0.002 -0.002 -0.011
Si 15.013 14.965 16.345 0.005 0.01 0.02
Si 1.348 1.334 16.302 -0.011 -0.018 0.006
Si 14.895 4.055 16.312 -0.018 -0.002 -0.009
Si 1.348 6.807 16.278 -0.005 0.01 -0.02
Si 14.972 9.517 16.302 0.016 0.028 0.013
Si 1.339 12.233 16.343 -0.016 -0.02 0.03
Si 4.093 14.976 16.307 0.019 -0.001 -0.01
Si 6.816 1.357 16.301 0.022 0 -0.006
Si 4.1 4.103 16.303 0.056 -0.003 0.026
Si 6.77 6.776 16.333 -0.023 -0.021 0.025
Si 4.089 9.53 16.381 -0.002 -0.009 0.039
Si 6.794 12.241 16.314 0.008 0.006 -0.005
Si 9.569 14.987 16.296 0.02 -0.003 -0.017
Si 12.236 1.346 16.385 -0.005 -0.033 0.017
Si 9.51 4.089 16.393 -0.007 0.001 0.032
Si 12.204 6.747 16.31 -0.016 -0.012 0
Si 9.528 9.568 16.281 0.001 0.007 -0.02
Si 12.236 12.236 16.264 -0.004 0.012 -0.019
Si 0.046 0.006 17.758 0 -0.052 -0.006
Si 2.737 2.7 17.588 0.011 0.039 0.02
Si -0.048 5.444 17.579 -0.02 0.008 -0.012
Si 2.683 8.138 17.684 0.007 -0.004 -0.015
Si 0.011 10.833 17.721 -0.003 0 0.013
Si 2.691 13.658 17.648 -0.014 0.016 -0.021
Si 5.487 -0.013 17.665 -0.02 0.018 0.013
Si 8.126 2.7 17.712 0.003 -0.034 0.018
Si 5.404 5.449 17.749 -0.027 0.043 0.002
Si 8.174 8.181 17.581 0.005 -0.02 -0.017
Si 5.465 10.918 17.747 0.018 0.02 0.056
Si 8.2 13.616 17.597 -0.007 0.016 -0.029
Si 10.891 -0.033 17.755 0 0.001 0.015
Si 13.578 2.716 17.765 -0.017 0.02 0.015
Si 10.889 5.434 17.786 -0.013 0 -0.012
Si 13.556 8.15 17.586 0.008 -0.01 -0.008
Si 10.859 10.944 17.663 0.006 -0.001 0.024
Si 13.624 13.554 17.6 0 -0.031 -0.002
Si 14.996 1.373 19.107 -0.001 0.045 -0.012
Si 1.335 4.069 18.856 -0.043 0.003 0.003
Si 14.897 6.789 18.925 0.036 0.002 -0.001
Si 1.373 9.464 19.112 -0.03 0.008 0.018
Si 14.912 12.194 19.006 -0.016 -0.02 -0.039
Si 1.431 14.975 19.152 0.016 -0.021 0.031
Si 4.092 1.354 18.96 0.045 -0.026 0.008
Si 6.759 4.047 19.092 0.015 -0.026 0.009
Si 3.987 6.808 19.105 0.022 -0.04 -0.04
Si 6.906 9.496 19.015 0.012 0.026 0.018
Si 4.023 12.347 19.017 0.022 -0.024 0.054
Si 6.899 14.94 18.99 0.048 0.046 0.051
Si 9.474 1.341 19.093 0.004 -0.017 0.009
Si 12.193 4.015 19.205 -0.042 -0.019 0.03
Si 9.515 6.923 19.02 0.012 0.022 -0.021
Si 12.209 9.51 18.93 0.052 0 -0.031
Si 9.516 12.343 19.039 -0.018 0.012 0.024
Si 12.342 14.875 19.013 -0.052 0.009 -0.022
Si 13.671 -0.075 20.386 0.067 0.001 0.023
Si 0.127 2.755 20.362 -0.026 -0.037 0.093
Si 13.652 5.43 20.394 0.022 -0.012 0.024
Si -0.087 8.064 20.382 0.039 0.04 0
Si 13.569 10.775 20.333 0.085 0.023 0.004
Si -0.028 13.522 20.333 0.02 -0.014 0.058
Si 2.876 0.063 20.506 0 0.002 0.011
Si 5.303 2.719 20.431 -0.022 0.025 0.012
Si 2.534 5.374 20.357 -0.043 0.051 0.041
Si 5.378 8.27 20.336 -0.043 -0.058 0.047
Si 2.742 10.914 20.409 -0.046 -0.014 0.014
Si 5.484 13.674 20.333 -0.044 -0.045 0.001
Si 8.047 0.069 20.478 -0.246 0.22 -0.413
Si 10.824 2.562 20.574 -0.053 0.07 -0.004
Si 9.551 3.686 22.23 0.352 -0.479 -0.502
Si 10.877 8.292 20.433 -0.027 -0.013 0.062
Si 8.271 10.889 20.404 0.062 -0.052 0.069
Si 10.994 13.57 20.436 0.049 -0.024 -0.026
Si 15.06 14.919 21.734 0.029 0.051 -0.654
Si 1.823 1.814 21.747 -0.024 0.093 -0.016
Si 15.426 4.445 21.631 0.037 -0.049 0.049
Si 0.724 6.253 21.643 -0.025 -0.209 -0.526
Si 14.685 9.209 21.73 0.402 0.503 -0.129
Si 1.214 12.108 21.721 -0.037 -0.124 -0.743
Si 4.784 -0.82 21.701 -0.044 0.031 -0.069
Si 6.308 1.024 21.724 0.003 0.022 0.052
Si 3.522 3.689 21.667 -0.009 -0.094 0.029
Si 4.635 10.133 21.552 0.126 0.163 -0.525
Si 4.58 -0.814 26.537 -0.04 0.113 0.073
Si 10.119 10.128 21.821 -0.025 0.073 -0.101
Si 10.451 15.283 21.985 0.507 0.032 -0.401
Si 11.939 0.817 21.656 0.026 -0.004 0.138
Si 8.084 5.583 20.27 -0.347 0.127 -0.348
Si 12.47 7.06 21.623 -0.061 -0.147 -0.736
Si 6.384 11.817 21.457 -0.038 -0.03 0.039
Si 11.915 11.786 21.649 0.039 0.026 0.062
Si 1.128 11.431 27.63 0.11 0.011 0.088
Si 6.641 6.794 21.582 -0.113 0.107 -0.599
Si 0.93 0.338 23.404 0.212 0.387 -0.315
Si 2.73 9.378 25.982 -0.068 -0.061 -0.016
Si 5.134 14.662 23.858 0.03 0.244 -0.511
Si 0.553 0.669 26.459 0.112 0.019 0.041
Si 8.535 1.222 26.38 -0.076 0.145 -0.008
Si 15.474 10.496 23.526 -0.204 -0.48 -0.479
Si 11.757 14.79 24.739 -0.012 0.082 -0.089
Si 11.016 5.084 26.771 -0.004 0.018 -0.073
Si 11.895 9.132 30.221 -0.032 0.077 -0.064
Si 6.881 12.249 23.684 0.063 -0.199 -0.596
Si 7.21 2.025 23.706 -0.251 -0.318 -0.448
Si 12.77 1.197 23.8 -0.196 -0.191 -0.626
Si 4.654 11.262 31.62 0.031 -0.008 -0.068
Si 11.727 5.133 23.839 -0.035 -0.041 -0.117
Si 2.269 7.164 24.083 -0.028 0.043 -0.002
Si 13.304 6.621 27.422 0.067 -0.03 0.034
Si 2.362 13.996 23.887 -0.13 -0.052 0.024
Si 5.984 5.91 27.479 -0.067 -0.086 -0.029
Si 15.604 7.743 28.753 -0.034 0 -0.108
Si 10.424 3.694 30.5 -0.026 -0.161 0.104
Si 10.518 14.162 27.575 0.021 -0.013 0.023
Si 8.958 0.79 33.738 0.309 0.283 0.247
Si 1.668 14.181 26.599 0.017 0.039 -0.048
Si 14.149 1.929 27.619 0.048 -0.058 -0.107
Si 8.435 11.976 28.063 0.103 0.054 0.09
Si 4.398 5.306 23.147 -0.281 -0.358 -0.344
Si 11.895 13.081 29.927 -0.516 -0.453 0.241
Si 9.083 10.182 23.98 0.147 -0.564 0.262
Si 6.918 -1.1 32.585 -0.052 0.017 0.207
Si 3.133 6.738 26.816 0.043 0.051 -0.059
Si 15.296 9.942 26.517 -0.013 -0.17 -0.013
Si 13.292 12.726 23.326 -0.434 -0.334 -0.525
Si 5.228 9.905 24.527 0.089 -0.008 -0.163
Si 14.567 3.625 23.672 0.274 0.099 -0.46
Si 12.625 -0.596 31.452 0.115 0.015 0.071
Si 12.445 9.459 27.142 -0.108 -0.091 0.073
Si 12.886 2.158 30.304 -0.102 -0.077 -0.079
Si 5.216 3.699 25.61 0.056 -0.098 0.025
Si 1.208 5.267 28.472 -0.206 -0.102 0.043
Si 7.721 8.258 24.004 0.368 0.587 -0.003
Si 14.821 9.21 31.302 -0.064 -0.095 -0.08
Si 8.651 6.937 26.515 0.028 0.12 -0.15
Si 14.063 11.983 31.628 -0.184 0.042 0.027
Si 9.634 9.816 26.25 -0.172 0.152 -0.648
Si 5.544 4.299 30.037 -0.502 -0.281 0.087
Si 15.227 4.519 26.475 0.121 0.072 0.057
Si 10.922 6.609 31.432 -0.018 0.013 0.063
Si 6.226 13.856 28.408 0.008 -0.027 0.109
Si 7.922 2.453 28.987 -0.055 -0.096 -0.03
Si 8.389 -0.459 28.584 -0.023 0.095 0.047
Si 11.448 2.031 26.296 0.05 0.016 0.005
Si 3.4 1.818 27.443 -0.043 -0.023 -0.025
Si 15.008 1.403 8.142 0 0.011 -0.009
Si 1.343 4.032 8.14 -0.011 0.013 0.015
Si 14.906 6.774 8.174 0 -0.008 0.005
Si 1.334 9.531 8.193 0.045 0.006 0.009
Si 14.968 12.25 8.189 -0.014 -0.002 0.013
Si 1.417 14.973 8.168 0.012 -0.001 -0.008
Si 4.045 1.359 8.111 -0.023 -0.005 -0.007
Si 6.773 4.094 8.171 -0.018 -0.018 0.01
Si 4.055 6.796 8.194 -0.008 -0.002 0.009
Si 6.84 9.527 8.161 -0.003 -0.003 0.006
Si 4.137 12.278 8.176 0.012 0.019 0.012
Si 6.797 14.92 8.175 0.036 -0.003 0.014
Si 9.518 1.369 8.174 -0.011 -0.028 0.011
Si 12.269 4.116 8.134 0.011 -0.004 -0.003
Si 9.509 6.833 8.091 0.009 0.02 -0.031
Si 12.212 9.479 8.188 0.002 -0.015 0.01
Si 9.502 12.186 8.186 -0.033 -0.017 0.011
Si 12.252 14.978 8.194 0.011 -0.018 0.024
Si 13.636 0.027 9.503 0.011 0 0.002
Si 0.008 2.72 9.554 -0.009 -0.006 0.011
Si 13.576 5.438 9.56 -0.005 0.009 0.015
Si -0.026 8.143 9.52 -0.012 0.011 -0.014
Si 13.59 10.872 9.519 -0.003 0.006 -0.004
Si 0.034 13.609 9.515 0.025 -0.012 0.008
Si 2.727 0.028 9.54 -0.037 -0.009 0.005
Si 5.415 2.707 9.5 0.035 0.002 0.003
Si 2.696 5.412 9.515 0.018 0.005 -0.001
Si 5.448 8.169 9.508 -0.012 0 -0.01
Si 2.736 10.9 9.503 -0.023 0.005 0
Si 5.454 13.609 9.575 -0.018 -0.016 0.001
Si 8.157 -0.008 9.513 0.005 0.017 0.007
Si 10.9 2.742 9.492 0.008 0.007 -0.006
Si 8.162 5.466 9.484 -0.005 -0.003 -0.013
Si 10.841 8.142 9.538 0 0.007 0.004
Si 8.166 10.854 9.572 0.022 -0.009 0.012
Si 10.872 13.594 9.515 -0.022 0.015 -0.011
Si 14.984 14.973 10.863 0.012 0.01 0.003
Si 1.359 1.359 10.91 -0.001 0.003 0.015
Si 14.953 4.079 10.9 0.008 0.012 0.011
Si 1.343 6.785 10.876 -0.021 -0.02 0.003
Si 14.952 9.514 10.883 -0.007 -0.014 0.005
Si 1.379 12.245 10.876 0.008 0.015 0
Si 4.086 14.982 10.901 0.03 0.008 0.011
Si 6.792 1.358 10.866 -0.011 -0.029 0.005
Si 4.07 4.072 10.881 -0.038 -0.011 -0.005
Si 6.803 6.806 10.868 0.017 0.027 -0.008
Si 4.083 9.528 10.865 0.014 0.007 -0.003
Si 6.802 12.228 10.911 0.003 0.005 0.006
Si 9.525 14.966 10.879 -0.012 -0.005 0.004
Si 12.254 1.375 10.856 0.007 0.003 -0.004
Si 9.52 4.096 10.846 0.003 0.009 -0.006
Si 12.205 6.789 10.901 -0.012 -0.019 0.004
Si 9.519 9.503 10.924 -0.003 -0.001 0.015
Si 12.235 12.237 10.88 0 -0.011 0.004
Si -0.001 -0.008 12.259 0 -0.006 0.013
Si 2.715 2.726 12.257 0.005 -0.011 0.016
Si -0.007 5.436 12.255 -0.011 0.006 0.013
Si 2.716 8.163 12.217 0.012 0.005 -0.015
Si 0.008 10.885 12.23 0.021 0.008 -0.011
Si 2.729 13.6 12.243 -0.022 0.006 -0.003
Si 5.449 0.014 12.257 -0.004 0.002 0.015
Si 8.168 2.728 12.21 0 0.005 -0.014
Si 5.444 5.443 12.229 0.018 -0.001 -0.012
Si 8.141 8.147 12.262 0.006 -0.007 0.001
Si 5.428 10.871 12.256 -0.007 -0.002 -0.002
Si 8.164 13.61 12.238 -0.002 -0.012 0.003
Si 10.898 0.018 12.228 0.021 0.005 0
Si 13.589 2.713 12.249 -0.001 -0.004 0
Si 10.849 5.428 12.258 0.008 -0.001 0.004
Si 13.587 8.151 12.235 -0.013 0.01 -0.007
Si 10.887 10.877 12.257 -0.017 -0.009 0.01
Si 13.611 13.613 12.217 -0.001 0.01 -0.02
O 14.752 14.807 1.016 0.058 -0.113 -0.283
O 15.502 -1.025 33.671 0.27 0.653 -0.139
O 15.461 3.187 33.276 0.089 -0.388 -0.39
O 13.455 1.61 33.864 0.279 -0.193 -0.13
O 0.638 4.227 1.46 -0.195 -0.447 -0.069
O 3.296 2.353 28.969 0.191 -0.374 -0.022
O 4.268 9.782 25.793 0.189 0.294 0.383
O 3.739 4.944 33.575 0.133 0.134 -0.561
O 2 13.197 32.935 0.084 0.542 0.393
O 5.98 -1.248 33.903 -0.21 -0.266 -0.193
O 2.957 2.279 33.923 -0.372 -0.278 -0.46
O 2.374 6.304 25.447 -0.129 -0.408 0.087
O 13.625 2.871 31.529 0.328 0.4 -0.159
O 4.6 8.919 0.563 -0.248 -0.02 -0.56
O 6.029 11.052 0.131 -0.021 0.099 -0.006
O 12.013 -0.803 32.927 0.317 -0.382 0.052
O 11.278 6.961 0.513 -0.072 0.185 0.269
O 0.78 15.803 1.641 0.248 0.348 -0.115
O 15.975 6.566 1.28 0.145 0.302 -0.216
O 5.43 6.447 1.664 0.479 0.409 0.708
O 16.026 -0.489 22.705 -0.227 -0.048 0.025
O 6.044 4.701 31.551 -0.292 0.244 -0.02
O 9.091 5.008 21.44 0.159 0.231 -0.073
O 8.272 3.865 32.677 0.219 0.298 -0.619
O 14.203 2.014 23.754 0.5 -0.365 -0.192
O 0.418 6.606 28.904 0.116 0.055 0.415
O 1.429 13.534 25.121 -0.331 -0.297 -0.067
O 15.784 9.798 24.97 0.286 -0.298 0.058
O 11.686 6.43 22.896 -0.507 0.395 0.41
O 8.41 11.722 23.975 0.413 0.634 0.13
O 6.538 13.817 24.011 0.482 0.204 -0.05
O 12.803 -0.286 24.525 0.3 0.008 0.124
O 0.981 6.78 23.197 -0.602 -0.086 0.162
O 1.735 4.325 29.682 -0.349 0.034 0.188
O 6.083 2.78 24.606 -0.428 0.102 -0.062
O 15.684 8.643 30.079 0.575 0.355 0.14
O 6.865 12.39 28.156 -0.182 -0.232 -0.21
O 4.41 0.545 27.394 0.485 0 0.336
O 8.174 0.9 29.446 -0.117 -0.196 0.646
O 14.221 3.475 27.173 -0.607 0.09 0.13
O 12.266 6.274 32.287 0.606 0.098 -0.059
O 13.156 4.413 23.752 -0.045 0.172 -0.209
O 1.465 13.003 27.664 -0.077 0.215 0.536
O 14.42 5.926 26.456 0.121 0.427 -0.339
O 1.53 10.819 31.896 -0.569 -0.578 -0.093
O 5.007 -0.486 24.996 0.237 0.622 -0.136
O 3.285 14.786 31.271 -0.023 0.685 -0.14
O 14.03 1.833 29.216 0.231 -0.343 0.154
O 1.893 1.438 26.969 -0.179 0.025 0.203
O 13.155 4.224 33.737 -0.133 0.022 0.087
O 2.216 8.715 24.572 -0.147 0.451 -0.265
O 8.577 10.665 27.141 -0.325 -0.138 0.219
O 9.586 12.007 32.166 0.23 -0.23 0.2
O 5.979 11.32 24.664 -0.212 0.065 0.683
O 15.906 11.248 27.237 -0.499 0.617 0.431
O 12.172 0.796 30.792 -0.622 0.14 0.007
O 11.504 5.629 25.338 -0.029 0.666 -0.119
O 3.561 6.725 23.19 0.234 0.326 -0.354
O 8.079 9.052 32.862 -0.066 0.056 -0.652
O 8.105 1.268 24.834 0.119 -0.501 -0.039
O 15.116 10.794 31.392 0.523 0.291 0.162
O 9.923 -1.004 28.572 0.478 0.164 0.513
O 13.558 8.118 22.242 -0.064 -0.098 0.259
O 13.287 12.293 30.238 0.315 -0.073 -0.325
O 15.499 1.196 27.127 -0.042 -0.105 0.092
O 14.253 -0.642 31.419 0.343 0.091 -0.292
O 7.21 11.506 33.239 -0.513 0.077 0.326
O 12.089 5.646 27.845 -0.149 -0.306 0.668
O 7.659 7.682 22.5 0.48 -0.053 -0.45
O 0.283 4.55 27.34 -0.025 -0.414 -0.028
O 3.167 14.747 26.659 -0.06 0.101 -0.064
O 7.981 -0.142 27.042 -0.225 -0.249 -0.363
O 1.952 10.687 26.456 0.235 0.402 -0.22
O 12.53 13.375 24.6 -0.153 -0.348 0.563
O 8.885 -0.645 21.727 -0.376 -0.078 0.238
O 5.849 10.162 31.599 -0.065 -0.461 -0.507
O 2.146 -0.722 23.704 0.571 0.032 0.246
O 4.909 13.925 29.337 -0.409 -0.166 -0.344
O 10.535 4.139 23.423 0.04 -0.302 0.503
O 2.641 8.246 27.138 -0.224 0.161 0.662
O 5.774 5.573 29.047 -0.069 0.331 0.008
O 7.905 0.181 32.606 -0.057 0.198 -0.494
O 15.501 4.04 24.95 0.386 0.21 0.016
O 10.823 10.191 30.797 -0.058 -0.391 0.355
O 11.217 7.673 30.259 -0.298 -0.303 -0.31
O 11.064 14.778 26.192 -0.13 0.513 0.157
O 15.744 8.624 27.383 0.115 -0.206 -0.368
O 5.852 5.723 22.549 0.132 -0.449 0.161
O 14.37 11.646 23.855 0.029 0.133 0.466
O 8.004 2.435 27.347 -0.349 0.247 -0.225
O 10.623 14.883 23.568 -0.28 -0.002 0.14
O 5.863 -1.003 31.375 -0.182 0.517 -0.382
O 3.811 11.169 33.012 0.076 -0.234 0.541
O 7.28 6.849 27.351 0.084 0.188 0.33
O 2.655 5.675 27.895 0.305 -0.127 0.073
O 10.142 1.128 26.497 0.133 -0.489 -0.09
O 3.91 13.628 24.18 0.253 -0.727 -0.054
O 15.228 8.476 32.684 0.314 -0.542 -0.228
O 13.721 10.221 26.563 -0.215 0.411 -0.322
O 0.567 -1.361 31.499 0.193 0.708 -0.137
O 8.991 11.695 29.563 -0.175 -0.314 0.111
O 0.657 -0.904 26.839 -0.311 -0.09 0.183
O 4.501 4.787 24.665 -0.186 0.134 0.358
O 1.403 10.727 29.066 -0.033 -0.379 0.008
O 12.335 9.562 28.741 -0.014 0.426 0.263
O 14.932 13.253 32.093 0.185 -0.221 0.331
O 7.406 14.712 29.12 -0.022 -0.001 0.461
O 8.299 7.03 24.926 0.009 -0.464 -0.196
O 0.475 11.192 22.859 -0.015 -0.025 -0.061
O 0.452 0.886 24.855 -0.362 0.635 0.013
O 11.043 3.489 26.831 -0.029 -0.164 0.177
O 11.776 2.095 24.718 -0.449 0.535 -0.344
O 2.983 3.27 31.598 -0.161 -0.461 0.061
O 9.289 13.136 27.312 -0.303 -0.004 -0.337
O 9.113 3.319 29.645 -0.143 0.449 0.004
O 6.502 3.061 29.495 -0.122 -0.146 -0.223
O 3.647 11.006 30.377 0.16 -0.113 -0.712
O 4.373 9.855 23.151 -0.48 -0.308 0.142
O 10.379 5.291 30.696 -0.424 0.259 -0.175
O 6.024 3.284 33.825 -0.288 -0.327 -0.335
O 8.243 3.014 22.916 -0.014 0.311 0.039
O 7.011 5.808 33.844 -0.132 0.087 -0.269
O 12.957 11.498 32.73 -0.176 0.409 -0.009
O 13.222 9.044 31.127 0.035 -0.127 0.609
O 4.738 6.717 26.836 0.231 0.208 -0.412
O 11.995 14.531 30.6 -0.438 0.084 0.132
O 12.636 7.911 26.709 -0.082 -0.267 -0.369
O 11.704 13.349 28.33 0.6 -0.346 -0.458
O 12.741 1.374 27.025 -0.021 -0.432 -0.025
O 5.148 12.806 31.606 0.522 0.029 0.188
O 7.895 13.939 32.457 0.066 -0.083 -0.198
O 9.523 5.655 26.973 -0.224 -0.218 0.616
O 1.346 4.341 33.534 -0.305 0.593 -0.027
O 2.02 13.266 22.516 0.147 0.253 -0.28
O 9.846 7.225 32.474 -0.286 -0.404 -0.044
O 10.545 3.006 31.977 0.346 -0.275 0.003
O 14.093 13.961 22.631 -0.164 0.06 0.137
O 9.477 8.292 26.815 0.129 -0.018 0.438
O 11.172 10.214 26.523 0.239 0.329 -0.011
O 6.239 8.641 24.553 -0.298 -0.188 0.139
O 6.148 4.522 26.649 0.257 -0.414 0.013
O 4.065 2.91 26.437 -0.049 0.049 0.003
O 11.743 3.151 29.722 -0.093 0.251 -0.269
O 5.746 14.519 27.032 0.334 -0.226 -0.496
O 1.757 12.903 30.365 0.016 0.265 -0.648
O 14.127 7.062 28.747 -0.424 -0.252 0.614

Results
total energy: -102521.171 eV
total energy less fixed offsets of O -438.35, Si -107.03 eV per atom: 8.729 eV
